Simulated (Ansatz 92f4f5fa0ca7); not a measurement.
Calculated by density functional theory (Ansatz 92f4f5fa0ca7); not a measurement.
Periodic cell of 226 atoms, Si133O92P1, from a study of silicon, its oxide and their interface. The atomic structure is a simulated model.
Doubt: the cutoff is far below the 930 eV that the study's wrapper takes by default for these files, so forces and energies are approximate.
This geometry differs little from another in the collection (a relaxation step or a small displacement).

Settings
functional: PBE
potential files: Ansatz PAW
basis: plane waves
wave-function cutoff: 580 eV
density cutoff ratio: 5
exchange-correlation grid ratio: 1
k mesh: 1 x 1 x 1, Gamma-centred
self-consistency stop: 5e-08 eV per atom in the density residual
occupations: fixed
spin: none
net charge: +1 e, with a uniform compensating background and no finite-size correction

Cell vectors (angstrom)
a  10.938  0  0
b  0  10.938  0
c  0  0  31.9494

Atoms and the computed forces on them: element, x, y, z (angstrom), force x, y, z (eV/angstrom)
Si  10.63  -0.0066  24.4265  -0.0069  -0.0065  0.0425
Si  5.0653  0.159  24.6707  -0.0145  -0.0332  0.0942
Si  2.7954  2.3016  24.5428  0.0187  -0.0203  0.0193
Si  8.5755  2.4137  24.5917  0.02  0.0329  0.0581
Si  10.6908  5.5983  24.3335  0.0359  0.0451  0.0586
Si  5.1431  5.5955  24.4338  -0.0222  0.0163  0.1162
Si  2.9896  7.9466  24.3903  -0.017  -0.0434  0.0666
Si  8.4171  7.8538  24.4047  0.0183  0.002  0.1622
Si  1.2839  1.1278  25.8521  0.0109  -0.0006  -0.0272
Si  6.8095  1.3359  25.7689  -0.0351  -0.0075  -0.0651
Si  3.9694  4.012  25.7378  0.0105  0.0245  -0.0146
Si  9.6892  4.0261  25.8553  -0.0354  -0.007  -0.0673
Si  1.3343  6.7985  25.6648  -0.0193  0.0026  -0.0418
Si  6.7976  6.722  25.7229  0.0088  -0.0075  -0.0467
Si  4.0017  9.4639  25.9385  0.0352  0.0273  -0.0887
Si  9.4793  9.4468  25.8126  -0.0147  -0.0455  -0.031
Si  2.6419  -0.1388  27.2844  -0.0048  0.0343  0.0028
Si  8.1319  -0.066  27.1597  0.0734  0.0054  0.0065
Si  0.0735  2.6567  27.2176  0.0024  -0.0255  0.0137
Si  5.4445  2.7324  27.1244  -0.0433  -0.0012  0.007
Si  2.6564  5.4229  27.1133  0.0222  0.0146  0.0071
Si  8.1883  5.3746  27.1237  -0.0183  0.0344  0.0362
Si  0.0097  8.1524  27.1361  0.0166  0.0196  -0.0011
Si  5.5079  8.1418  27.1672  0.0054  -0.0411  0.0278
Si  4.0827  1.3231  28.5009  0.0258  0.0182  -0.0277
Si  9.5417  1.3236  28.5158  -0.027  -0.0339  -0.022
Si  1.3827  4.0675  28.5683  0.0469  -0.0083  0.0262
Si  6.8032  4.0741  28.5262  0.0312  -0.0137  0.007
Si  4.0764  6.786  28.4903  0.0139  -0.0443  -0.0301
Si  9.5575  6.7796  28.4855  -0.0046  -0.0197  -0.0338
Si  1.2971  9.485  28.6264  -0.0547  -0.0484  0.062
Si  6.8196  9.5288  28.5629  -0.0226  -0.006  0.0295
Si  -0.0435  -0.0164  29.9356  0.0219  -0.0368  -0.0142
Si  5.4479  -0.0169  29.8993  0.0087  -0.0146  0.0013
Si  2.7689  2.711  29.9021  -0.0154  0.0367  0.0036
Si  8.1826  2.7085  29.8791  -0.0355  0.0226  0.0005
Si  -0.0196  5.4384  29.8957  -0.0172  0.0042  0.0019
Si  5.4525  5.4562  29.8918  -0.0149  -0.001  -0.0012
Si  2.735  8.1432  29.9166  -0.0294  0.0485  -0.0139
Si  8.2225  8.171  29.8829  -0.0046  0.011  0.0093
Si  1.3669  1.375  31.2591  -0.0021  0.0031  0.002
Si  6.8195  1.3666  31.2614  0.0159  -0.0038  0.0018
Si  4.1133  4.0854  31.2781  -0.0007  -0.007  -0.0024
Si  9.5437  4.084  31.2595  0.0042  0.0014  -0.0041
Si  1.3521  6.8087  31.2774  0.0103  -0.0112  0.0002
Si  6.8275  6.8439  31.251  0.0002  0.0044  -0.0059
Si  4.0833  9.5612  31.2689  0.0096  -0.0145  -0.0054
Si  9.5502  9.5434  31.2912  -0.0043  0.0125  -0.0033
Si  2.7377  0.0191  0.6846  -0.0195  -0.0052  -0.0025
Si  8.198  0.0152  0.6748  -0.0038  -0.0052  0.0045
Si  0.007  2.7535  0.6836  0.0033  0  0.0053
Si  5.4833  2.7466  0.71  -0.0076  0.0085  -0.0132
Si  2.7362  5.4599  0.6822  0.0034  0.0054  0.0058
Si  8.2041  5.4932  0.6722  0.0028  0.0042  -0.0021
Si  0.0151  8.2113  0.7104  -0.0098  0.0023  -0.0089
Si  5.4797  8.2271  0.6906  -0.0098  0.0036  -0.0001
Si  4.1011  1.387  2.0709  0.0081  0.0031  -0.005
Si  9.6  1.3609  2.0368  -0.0332  0.0138  0.0099
Si  1.3532  4.1447  2.0653  0.0215  -0.0146  -0.0091
Si  6.8401  4.1573  2.0499  0.0273  -0.0265  0.0177
Si  4.0941  6.8547  2.0355  -0.0019  -0.0123  0.0089
Si  9.5774  6.8467  2.0694  -0.0116  -0.0055  -0.0039
Si  1.3702  9.6199  2.0647  0.0319  -0.006  0.014
Si  6.8321  9.6306  2.0558  0.0416  -0.0136  -0.0064
Si  0.025  0.0416  3.4735  0.0072  0.0169  0.0221
Si  5.4815  0.0463  3.458  -0.0074  -0.0084  0.0308
Si  2.7165  2.7729  3.4076  -0.0405  0.0109  -0.0074
Si  8.2545  2.7852  3.345  0.0419  0.0238  -0.0689
Si  0.0229  5.5204  3.4779  0.0245  0.0191  0.0388
Si  5.4713  5.5308  3.4274  -0.0202  0.0308  0.0037
Si  2.741  8.2435  3.3978  -0.0114  0.0047  -0.0237
Si  8.2395  8.287  3.3891  0.0119  0.0719  -0.0227
Si  1.3753  1.4605  4.8481  -0.017  -0.0057  -0.0245
Si  6.9104  1.4851  4.7276  -0.0285  -0.0294  0.0144
Si  4.0585  4.1578  4.7566  0.0175  0.0164  0.0056
Si  9.5991  4.0829  4.7844  -0.0056  0.0039  -0.0069
Si  1.3679  6.9811  4.8418  -0.0336  -0.0087  -0.0239
Si  6.8377  6.9952  4.7302  -0.015  -0.0415  0.0146
Si  4.0944  9.575  4.7924  0.0095  0.0289  -0.0036
Si  9.6192  9.5842  4.8421  -0.0051  -0.0196  -0.0264
Si  2.7562  0.0404  6.1355  0.0229  -0.0049  0.021
Si  8.2955  0.1299  6.0887  -0.0036  -0.001  0.0113
Si  0.018  2.8056  6.3066  0.0104  0.0105  0.0085
Si  5.5134  2.8446  6.0683  -0.0109  -0.0044  0.0162
Si  2.754  5.5999  6.1338  0.0071  -0.007  0.0154
Si  8.2545  5.6037  5.9567  -0.0108  -0.0021  0.0136
Si  0.0485  8.3138  6.3687  0.0105  0.0085  0.0137
Si  5.5024  8.3083  6.2225  0.0014  0.0043  0.0141
Si  4.4249  1.1855  7.3252  -0.0127  0.0013  -0.0091
Si  9.8123  1.1579  7.619  0.0041  -0.0028  0.0337
Si  1.1797  4.5127  7.5025  -0.0023  -0.0095  0
Si  6.6381  4.5502  7.2458  0.0119  0.0107  0.0075
Si  4.3243  6.7121  7.5362  -0.0027  -0.0048  0.0089
Si  9.7332  6.62  7.4984  -0.0091  0.0011  0.0115
Si  1.2782  9.9512  7.7008  -0.0011  -0.0127  -0.0118
Si  6.7234  9.9743  7.4088  -0.007  0.0016  0.0051
O  9.5765  1.2238  23.9701  -0.0027  -0.0311  -0.0219
O  4.1107  6.7972  23.9127  0.0196  -0.0299  -0.0556
O  3.9953  1.2592  24.0256  0.0027  0.0641  -0.0265
O  9.5193  6.7105  23.8752  -0.0225  0.0233  -0.0607
O  -0.0214  5.5558  8.0183  -0.0039  -0.0072  -0.017
O  5.571  0.1306  7.9113  0.0087  -0.0003  -0.0134
O  0.0716  0.0987  8.1506  -0.0114  0.0066  -0.0218
O  5.5303  5.6175  7.882  0.0022  -0.0015  -0.0187
O  7.5899  3.9691  8.4412  0.0066  -0.0141  -0.0057
O  8.733  7.056  8.7615  -0.0051  0.0083  -0.0063
O  2.1788  9.4649  9.0378  0.0067  -0.0032  0.0058
O  8.8951  1.6859  8.9221  -0.0025  0.0036  -0.0136
O  7.6233  9.4848  8.7081  0.0005  -0.0021  -0.011
O  3.6071  1.8219  8.5977  -0.0016  0.0036  -0.0053
O  3.5853  7.2287  8.9441  0.0003  0.0015  -0.0134
O  2.0683  4.0173  8.8134  0.0061  -0.0007  -0.0024
O  8.1382  3.43  23.3391  -0.0081  -0.0059  -0.0024
O  0.4154  4.9379  22.9375  0.0023  -0.0228  -0.0163
O  1.868  2.7354  23.244  -0.0117  0.0069  -0.0149
O  5.7939  4.8304  23.087  0.0376  -0.0368  -0.0505
O  5.5396  10.1021  23.4382  0.032  0.0036  -0.0374
O  2.456  8.6859  22.9998  -0.0146  0.0219  -0.0261
O  0.1859  10.0572  23.0834  -0.0037  0.0098  -0.0127
O  7.8086  8.65  23.0501  -0.0364  0.0463  -0.0673
Si  8.6729  7.6868  18.4187  0.002  -0.0072  -0.0182
Si  8.7868  6.3638  13.6329  -0.0036  0.0024  -0.027
Si  3.8031  1.5469  14.7281  -0.0016  -0.0014  -0.0297
Si  2.1444  5.741  17.626  0.0004  -0.0041  -0.0274
Si  2.4012  3.132  19.5063  -0.0028  0.0058  -0.0116
Si  9.8214  9.0343  12.0835  0.0016  0.0019  -0.0099
Si  1.3255  9.4117  22.0779  0.0253  -0.0041  0.0102
Si  9.1818  0.9747  13.1957  -0.0002  0.0009  -0.0252
Si  1.4268  5.0616  13.031  -0.0006  0.0029  -0.0199
Si  1.8029  8.2583  12.8151  -0.0022  -0.0002  -0.0196
Si  6.6436  9.5745  22.4131  -0.0315  -0.0098  0.0309
Si  4.5224  4.6115  15.6926  0.0064  -0.0003  -0.034
Si  8.21  3.0247  9.5835  0.0018  0.0024  0.0155
Si  0.8467  8.2312  19.2579  0.0008  -0.0028  -0.0103
P  6.9876  1.3584  21.0531  0.0079  0.004  0.013
Si  8.2336  8.3232  9.6714  0.0083  -0.0066  0.0181
Si  10.884  5.2055  15.605  -0.0032  0.0026  -0.0351
Si  7.5813  9.4994  16.3055  0.0008  0.001  -0.0331
Si  9.9604  2.0537  20.2788  -0.0335  0.002  -0.0059
Si  3.2181  8.5183  9.9099  -0.0093  0.0049  0.0106
Si  6.6871  3.3601  17.3995  -0.0061  0.0082  -0.0299
Si  1.1576  0.1922  19.7969  0.0051  -0.0058  -0.0059
Si  3.2377  2.8202  12.2967  -0.0006  0  -0.013
Si  7.2297  5.3874  19.679  -0.001  -0.0065  -0.0041
Si  5.7528  8.6779  11.5386  -0.004  0.0013  -0.0037
Si  5.7918  6.083  13.1922  0.0027  0.0023  -0.0227
Si  4.6608  9.6838  17.6195  -0.0125  0.0004  -0.0216
Si  0.991  3.5987  22.1885  -0.0063  0.0067  0.0183
Si  4.8858  1.4917  18.8042  0.0059  -0.0044  -0.0167
Si  3.1963  3.0852  9.516  -0.0039  0.0008  0.0135
Si  6.4577  10.8292  13.7831  0.0025  0.0027  -0.031
Si  10.3597  0.1171  15.9664  0.0079  -0.0003  -0.0316
Si  5.6665  3.6567  11.1572  0.0033  0.0005  -0.0016
Si  9.8456  3.9069  11.903  -0.0024  0.0016  -0.0075
Si  2.3568  9.9361  15.5381  -0.0021  0.0008  -0.0319
Si  6.1018  8.115  19.7851  -0.009  -0.0096  -0.0103
Si  6.9676  3.9768  22.3848  0.0054  0.02  0.0159
Si  9.7391  2.7717  17.3452  -0.0009  0.0012  -0.0318
O  7.1971  6.3822  13.9798  0.0011  0.0001  0.0106
O  1.8956  7.0481  18.6842  0.001  -0.0029  0.0096
O  10.2746  4.0349  16.5261  -0.0001  -0.0034  0.0157
O  6.1903  9.9746  17.0708  0.0041  -0.0027  0.0115
O  10.1539  0.7217  14.4772  0.0022  -0.0012  0.017
O  8.4453  6.103  18.8408  -0.0003  0.0028  0.0081
O  5.1812  0.6937  14.4397  0.0001  0.0019  0.0138
O  5.706  2.062  17.5445  -0.0041  -0.0058  0.0199
O  8.3086  1.9084  20.5122  0.0227  -0.0136  0.0085
O  2.028  4.2808  18.4032  0.0006  0.0005  0.0131
O  6.9721  2.8033  10.6518  -0.0003  0.0025  -0.004
O  4.874  2.7129  12.2301  -0.0024  0.0006  0.0056
O  6.023  4.4039  16.3512  0.0053  -0.004  0.0167
O  4.5647  3.9175  9.9467  0  0.0031  -0.0035
O  10.6422  2.7752  21.5571  0.0004  -0.0126  -0.0123
O  9.7189  6.1649  14.9788  0.0061  -0.0039  0.0164
O  6.036  6.4834  19.9015  0.0025  0.0031  0.0046
O  4.1362  0.1277  18.3723  0.006  0.0086  0.0164
O  9.2666  10.557  12.2873  -0.0002  -0.0001  0.0076
O  2.8568  4.3599  12.721  -0.0009  0.0006  0.0072
O  1.8975  10.7021  21.2049  -0.0067  0.0031  -0.0043
O  3.9887  2.6757  19.4677  0.0062  -0.0102  0.0034
O  0.746  10.0544  15.9668  -0.0015  0.0015  0.0142
O  1.2673  9.7961  18.8273  0.001  0.0023  0.0108
O  1.6848  1.6602  19.2678  0.0011  -0.0032  0.0087
O  8.9564  10.3782  16.5007  -0.0038  -0.0032  0.0134
O  4.903  8.5316  18.7603  0.0015  -0.0003  0.011
O  9.5795  8.7586  10.4941  -0.0018  0.0005  -0.0042
O  6.7347  4.0785  18.8641  0.0002  -0.0038  0.0087
O  2.8433  1.7238  13.4117  0.0009  -0.0011  0.0102
O  5.8432  8.8465  21.2157  0.0077  0.0015  0.0078
O  2.5417  2.4538  10.8786  0.0005  0.0003  -0.0002
O  7.6417  4.7991  21.1559  0.001  0.0077  -0.0034
O  5.2164  7.4905  12.5569  0.0015  -0.0004  0.0082
O  0.4371  9.0713  12.5165  0.0001  -0.001  0.006
O  7.5915  1.0649  13.5874  -0.0027  -0.0017  0.0108
O  7.1063  9.639  14.7467  0.0031  -0.0011  0.0212
O  8.9823  5.0334  12.7063  0.0013  0.0023  0.0115
O  8.0892  8.0301  16.9041  0.0004  0.0018  0.0119
O  6.2812  2.5002  21.838  -0.0124  -0.0157  -0.0073
O  2.4723  9.0774  14.1134  0.0027  0.0029  0.0148
O  0.4276  4.5027  11.87  0.0023  0.0008  0.0025
O  0.8076  8.3142  20.9268  -0.0045  -0.0019  -0.0059
O  9.3889  3.8377  10.3513  0.0001  0.0015  -0.0063
O  9.6665  2.3941  12.5373  0.0006  -0.0034  0.0091
O  7.6469  8.55  19.3911  0.0038  0.0017  0.006
O  2.5563  8.1736  11.3692  -0.0005  0.0007  0.0035
O  3.9879  3.0629  15.3847  0.0001  0.0024  0.0132
O  0.8375  4.4931  14.4464  -0.003  0.0002  0.0188
O  9.9965  2.997  18.9563  0.0023  -0.0059  0.0181
O  9.1498  7.8103  12.9559  0.0008  -0.0002  0.0099
O  10.4915  0.5258  20.0728  -0.0001  0.0053  0.0062
O  6.0343  5.0457  11.9371  0.0005  0.0016  0.0055
O  8.1343  2.7322  17.0138  0.0017  -0.0011  0.0123
O  3.5365  5.4865  16.7252  -0.0036  0.0034  0.0173
O  4.6676  9.1403  10.3887  0.0036  0.0018  -0.0014
O  1.5433  6.6818  13.1985  0.0001  -0.001  0.0081
O  4.7629  5.5035  14.3414  -0.0033  -0.0035  0.018
O  2.0054  3.8416  20.923  0.0044  -0.0067  -0.0026
O  10.5412  1.4047  16.967  0.0006  0.0023  0.0128
O  0.9358  6.0549  16.5775  0.002  -0.0009  0.0174
O  7.3423  11.0292  21.8596  0.0083  0.0102  -0.0202
O  6.0236  0.9446  19.9295  -0.0048  -0.0027  0.0067
O  6.073  10.0384  12.4042  0.0027  0.0028  0.0099
O  2.8683  0.5568  15.6212  0.0005  -0.0009  0.0098
O  7.0609  8.0222  10.7822  0.0012  0.0022  -0.0057
O  10.2551  7.9953  18.6737  0.0026  -0.0007  0.0092
O  3.4601  9.2155  16.5863  0.0071  -0.0008  0.0173

Results
free energy: -137630.730 eV
free energy less fixed offsets of O -568.88, P -755.39, Si -635.61 eV per atom: -2.250 eV

The program warned: the cutoff lies below the one the program advises for these potential files; the exchange-correlation potential is rough where the density is thin.
